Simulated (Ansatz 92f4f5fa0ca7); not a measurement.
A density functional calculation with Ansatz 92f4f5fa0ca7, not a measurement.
Periodic cell of 226 atoms, Si132O92As2, from a study of silicon, its oxide and their interface. The atomic structure is a simulated model.
Doubt: the cutoff is far below the 930 eV that the study's wrapper takes by default for these files, so forces and energies are approximate.
This geometry differs little from another in the collection (a relaxation step or a small displacement).

Settings: functional PBE; potential files Ansatz PAW; basis plane waves; wave-function cutoff 580 eV; density cutoff ratio 5; exchange-correlation grid ratio 1; k mesh 1 x 1 x 1, Gamma-centred; self-consistency stop 5e-08 eV per atom in the density residual; occupations fixed; spin none; net charge 0.

Cell vectors (angstrom)
a, 10.938, 0, 0
b, 0, 10.938, 0
c, 0, 0, 31.9494

Atoms and the computed forces on them: element, x, y, z (angstrom), force x, y, z (eV/angstrom)
Si, 10.6157, 0.0165, 24.4232, -0.0003, 0, -0.0001
Si, 5.0643, 0.1382, 24.6649, -0.0003, -0.0003, 0.0011
Si, 2.8114, 2.3066, 24.5313, 0, -0.0009, 0
Si, 8.557, 2.4503, 24.5627, -0.0001, -0.0003, 0.0016
Si, 10.6947, 5.602, 24.3351, -0.0002, -0.0009, 0.002
Si, 5.147, 5.6283, 24.4525, 0.0001, 0.0002, -0.001
Si, 2.9772, 7.9671, 24.4054, 0, 0.0002, 0.0017
Si, 8.4041, 7.8449, 24.4145, 0.0001, -0.001, -0.0011
Si, 1.2848, 1.1441, 25.8427, 0.0002, -0.0003, 0.0005
Si, 6.8063, 1.3377, 25.7414, 0.0001, -0.0003, -0.0003
Si, 3.9783, 4.0215, 25.7336, 0, -0.0007, 0.0001
Si, 9.6762, 4.0368, 25.8499, 0.0001, -0.0005, -0.0006
Si, 1.3304, 6.8024, 25.6686, 0, -0.0005, -0.0005
Si, 6.7962, 6.733, 25.753, -0.0001, -0.0003, 0.0005
Si, 3.9916, 9.4794, 25.9561, -0.0003, -0.0005, -0.0002
Si, 9.4729, 9.4522, 25.8017, 0, -0.0003, 0.0002
Si, 2.6274, -0.1241, 27.2907, 0.0003, -0.0005, 0.0001
Si, 8.1308, -0.0586, 27.1483, -0.0002, 0.0002, 0.0003
Si, 0.0672, 2.668, 27.2077, 0, 0, 0.0003
Si, 5.4434, 2.7285, 27.1151, 0.0007, -0.0005, -0.0002
Si, 2.6593, 5.424, 27.1116, -0.0003, 0.0002, 0.0006
Si, 8.182, 5.3774, 27.138, 0.0007, -0.0006, 0
Si, 0.0011, 8.1569, 27.1284, 0.0005, -0.0003, 0.0001
Si, 5.5029, 8.1522, 27.1797, 0.0001, 0.0003, 0.0003
Si, 4.0808, 1.3324, 28.5015, -0.0001, -0.0003, 0.0002
Si, 9.5374, 1.3309, 28.5039, 0.0005, 0.0003, -0.0002
Si, 1.3822, 4.0704, 28.5659, 0.0002, -0.0004, -0.0005
Si, 6.8045, 4.0635, 28.5295, 0.0003, 0.0005, 0
Si, 4.0802, 6.7838, 28.4885, 0.0004, 0.0002, 0.0002
Si, 9.552, 6.7874, 28.4858, -0.0002, 0.0002, 0.0004
Si, 1.2865, 9.4817, 28.6215, 0.0006, 0.001, -0.0007
Si, 6.8209, 9.5372, 28.5656, 0.0001, -0.0004, -0.0006
Si, -0.0326, -0.0017, 29.9133, 0.0004, 0.0004, 0.0005
Si, 5.4601, -0.0026, 29.8974, 0.0004, 0.0002, 0.0002
Si, 2.7619, 2.717, 29.9053, 0.0002, -0.0004, 0.0003
Si, 8.1965, 2.721, 29.8885, 0.0005, -0.0005, 0.0003
Si, -0.0059, 5.4581, 29.8915, 0.0001, -0.0003, 0.0003
Si, 5.4596, 5.4581, 29.8898, 0.0001, 0.0001, 0.0002
Si, 2.7488, 8.165, 29.9052, 0.0006, -0.0008, 0.0004
Si, 8.2234, 8.1808, 29.89, 0, -0.0006, 0.0002
Si, 1.3673, 1.3673, 31.2657, 0.0128, 0, -0.0967
Si, 6.8362, 1.3673, 31.2657, 0.032, -0.011, -0.0193
Si, 4.1018, 4.1018, 31.2657, 0.0759, -0.0617, 0.0567
Si, 9.5708, 4.1018, 31.2657, -0.0868, -0.1071, -0.0697
Si, 1.3673, 6.8362, 31.2657, 0.0225, -0.1579, 0.0319
Si, 6.8362, 6.8362, 31.2657, 0.0698, 0.0235, -0.146
Si, 4.1018, 9.5708, 31.2657, -0.0365, -0.0467, -0.0261
Si, 9.5708, 9.5708, 31.2657, -0.1629, -0.1278, 0.1192
Si, 2.7345, 0, 0.6835, 0.0144, 0.0504, 0.0605
Si, 8.2035, 0, 0.6835, -0.0473, 0.0595, 0.0081
Si, 0, 2.7345, 0.6835, -0.0151, -0.0649, -0.0192
Si, 5.469, 2.7345, 0.6835, -0.03, 0.1197, 0.1221
Si, 2.7345, 5.469, 0.6835, -0.0315, -0.0801, -0.1403
Si, 8.2035, 5.469, 0.6835, -0.026, 0.112, 0.0187
Si, 0, 8.2035, 0.6835, 0.0032, 0.163, 0.0941
Si, 5.469, 8.2035, 0.6835, 0.1798, 0.1905, 0.012
Si, 4.0991, 1.3777, 2.0667, 0.001, -0.0008, 0.0002
Si, 9.59, 1.3516, 2.0619, 0.0011, -0.0006, -0.0013
Si, 1.3641, 4.1083, 2.0317, 0.0006, 0.0011, 0.0004
Si, 6.8323, 4.1293, 2.0481, 0, 0.0005, 0
Si, 4.1139, 6.8348, 2.0216, -0.0009, -0.001, -0.0001
Si, 9.5785, 6.8438, 2.0619, -0.0012, 0.0002, -0.0003
Si, 1.3673, 9.5924, 2.0582, -0.0005, 0.0004, -0.0005
Si, 6.8247, 9.6196, 2.0616, 0.0003, 0.0003, -0.0006
Si, 0.0459, 0.0339, 3.493, -0.0007, 0.0008, -0.0012
Si, 5.4779, 0.0554, 3.4723, -0.0003, -0.0011, 0.0011
Si, 2.7147, 2.767, 3.4092, 0.0003, -0.0005, 0.0009
Si, 8.249, 2.7901, 3.3667, -0.0007, -0.0006, 0.0016
Si, 0.0539, 5.4913, 3.408, -0.0008, -0.0027, -0.0021
Si, 5.4816, 5.5271, 3.426, 0.0008, -0.003, 0.0006
Si, 2.7667, 8.2127, 3.3479, 0.0005, -0.0005, -0.0023
Si, 8.2497, 8.2918, 3.4021, -0.0005, -0.0006, -0.0009
Si, 1.3526, 1.4868, 4.8712, 0.0024, -0.0006, -0.0014
Si, 6.884, 1.515, 4.7795, 0.0017, -0.0012, -0.0016
Si, 4.0297, 4.1901, 4.7442, 0.002, 0, 0.0016
Si, 9.5948, 4.1408, 4.767, 0.0002, -0.0006, -0.0011
As, 1.2533, 7.0718, 4.8165, 0.0006, 0.0003, 0.0018
Si, 6.8215, 7.0165, 4.7343, -0.0006, 0.0001, 0.0013
Si, 4.0538, 9.5847, 4.7751, 0.0009, 0.0036, 0.0016
Si, 9.5573, 9.6615, 4.8608, 0.0025, -0.0016, -0.0074
Si, 2.713, 0.0279, 6.1444, 0.0025, -0.0023, 0.002
Si, 8.2922, 0.1765, 6.1745, -0.0019, -0.0017, 0.0009
Si, -0.015, 2.8861, 6.3011, 0.0007, 0.0015, 0.002
Si, 5.4556, 2.8792, 6.0632, -0.0021, 0.0019, -0.0024
Si, 2.7167, 5.6547, 6.0686, 0.0033, -0.0044, 0.0011
Si, 8.2341, 5.6312, 5.9654, -0.0015, 0.0008, -0.0015
As, -0.6735, 8.8689, 7.0308, -0.0169, 0.0125, 0.0124
Si, 5.4789, 8.3591, 6.1972, 0.0011, -0.0013, 0.0014
Si, 4.3755, 1.2148, 7.3233, -0.0009, -0.0034, -0.0016
Si, 9.8199, 1.2791, 7.6696, -0.0043, 0.004, 0.003
Si, 1.156, 4.5996, 7.4805, 0.0015, -0.0029, -0.0004
Si, 6.5814, 4.5872, 7.2385, -0.0049, 0.0013, -0.0016
Si, 4.2734, 6.7845, 7.4936, 0.0014, 0.0006, -0.0027
Si, 9.6237, 6.6326, 7.597, 0.0043, -0.0059, 0.0005
Si, 1.2397, 10.1327, 7.8387, 0.0107, -0.0019, -0.0095
Si, 6.6776, 9.9953, 7.4408, -0.0022, -0.0024, -0.0025
O, 9.5732, 1.2525, 23.9829, -0.0002, -0.0005, -0.0006
O, 4.0953, 6.8173, 23.9446, -0.0003, -0.0005, -0.0001
O, 4.0011, 1.2526, 24.029, 0, -0.0003, -0.0003
O, 9.5262, 6.7174, 23.8945, -0.0002, 0.0003, -0.0002
O, -0.0245, 5.6681, 8.0162, -0.0036, -0.003, -0.0025
O, 5.5259, 0.1688, 7.9125, 0.0007, 0.0028, 0.0017
O, 0.2389, 0.4716, 8.2747, 0.002, -0.0006, 0.0028
O, 5.4647, 5.6694, 7.8373, 0.0019, -0.0006, 0.0009
O, 7.5086, 4.0177, 8.4566, 0.002, -0.0008, 0.0001
O, 8.5998, 6.9491, 8.8829, -0.0005, 0.0019, -0.0004
O, 2.1369, 9.5649, 9.1278, 0.0003, -0.0012, 0.002
O, 8.8433, 1.7644, 8.9415, 0.0009, -0.0016, -0.0012
O, 7.4157, 9.4, 8.7859, 0.0018, -0.001, 0.0005
O, 3.5663, 1.877, 8.5893, -0.0003, 0.0005, 0.0007
O, 3.5204, 7.317, 8.891, 0.0001, -0.0001, 0.0011
O, 2.0653, 4.0991, 8.7757, -0.0005, 0.0006, -0.0003
O, 8.1248, 3.5006, 23.357, -0.0001, -0.0001, -0.0004
O, 0.4321, 4.9442, 22.9523, 0.0002, -0.0003, -0.0004
O, 1.8862, 2.7553, 23.246, 0.0001, -0.0002, -0.0001
O, 5.8177, 4.9233, 23.1183, -0.0001, -0.0002, 0.0006
O, 5.5069, 9.9976, 23.5064, 0.0005, -0.0003, -0.0004
O, 2.4313, 8.703, 23.0211, 0, -0.0003, -0.0006
O, 0.1778, 10.0822, 23.0906, 0.0001, -0.0002, 0.0003
O, 7.7654, 8.5813, 23.0708, 0.0001, -0.0002, 0.0003
Si, 8.6258, 7.7173, 18.4412, 0, -0.0005, -0.0003
Si, 8.7419, 6.4, 13.6636, 0.0002, -0.0005, 0.0005
Si, 3.7462, 1.5748, 14.7348, 0.0002, -0.0004, 0
Si, 2.1024, 5.7645, 17.6405, 0, -0.0005, -0.0003
Si, 2.3842, 3.1555, 19.4909, 0, -0.0006, -0.0001
Si, 9.7636, 9.0608, 12.0836, 0, -0.0008, -0.0006
Si, 1.3147, 9.4336, 22.0805, 0.0002, -0.0003, 0.0003
Si, 9.133, 1.0021, 13.1969, 0, -0.0005, -0.0001
Si, 1.3632, 5.0899, 13.0442, 0.0001, -0.0003, 0.0003
Si, 1.7428, 8.2771, 12.814, 0, -0.0006, 0.0003
Si, 6.6277, 9.5607, 22.4256, 0, 0, 0.0001
Si, 4.4888, 4.62, 15.7304, 0.0001, -0.0004, -0.0002
Si, 8.1487, 3.0956, 9.6064, 0.0007, -0.0013, 0.0014
Si, 0.8081, 8.2605, 19.2702, 0, -0.0003, -0.0002
Si, 6.9241, 1.3599, 21.0936, 0.0001, -0.0003, 0.0001
Si, 8.1225, 8.2796, 9.7307, 0.0008, 0.0016, -0.0019
Si, 10.8436, 5.2366, 15.627, 0, -0.0005, -0.0002
Si, 7.5373, 9.5324, 16.3268, 0.0001, -0.0007, -0.0001
Si, 9.9064, 2.0669, 20.3061, 0.0001, -0.0003, 0
Si, 3.1767, 8.5543, 9.9351, 0.0008, -0.0017, 0.0003
Si, 6.6645, 3.358, 17.4157, 0.0001, -0.0004, -0.0001
Si, 1.1407, 0.2207, 19.8056, 0.0002, -0.0002, -0.0002
Si, 3.184, 2.8678, 12.2992, 0.0001, -0.0002, 0.0006
Si, 7.1887, 5.4081, 19.6846, 0.0002, -0.0004, -0.0002
Si, 5.6884, 8.6946, 11.6038, 0.0001, -0.0009, 0.0002
Si, 5.7345, 6.1179, 13.2359, 0.0002, -0.0006, 0.0001
Si, 4.5962, 9.722, 17.6257, 0.0003, -0.0005, -0.0001
Si, 1.0009, 3.6068, 22.1781, 0.0001, -0.0002, 0.0002
Si, 4.8663, 1.4965, 18.8049, 0.0002, -0.0005, -0.0003
Si, 3.1642, 3.148, 9.5064, -0.0001, -0.0004, 0.0004
Si, 6.4123, 10.8653, 13.808, 0.0003, -0.0004, 0.0001
Si, 10.3139, 0.1503, 15.9721, 0.0001, -0.0007, 0
Si, 5.6151, 3.7177, 11.1732, 0.0001, -0.0008, 0.0002
Si, 9.7896, 3.9465, 11.9189, -0.0001, -0.0007, 0.0002
Si, 2.3011, 9.9496, 15.5416, 0.0002, -0.0007, -0.0001
Si, 6.0407, 8.1344, 19.7996, 0.0001, -0.0002, 0
Si, 6.9188, 3.9843, 22.3745, 0.0002, -0.0004, 0.0001
Si, 9.724, 2.8009, 17.3777, 0.0002, -0.0002, -0.0003
O, 7.15, 6.4266, 13.9992, 0.0001, -0.0005, 0.0001
O, 1.8488, 7.0709, 18.6922, 0.0001, -0.0004, 0.0002
O, 10.2482, 4.0747, 16.5553, 0.0003, -0.0009, 0.0001
O, 6.1309, 9.9797, 17.0636, 0, -0.0004, 0.0003
O, 10.1073, 0.7401, 14.4698, 0.0001, -0.0003, -0.0002
O, 8.4103, 6.1332, 18.8502, 0.0002, -0.0005, 0.0002
O, 5.1327, 0.7338, 14.4465, 0.0001, -0.0005, 0
O, 5.6896, 2.0632, 17.5255, 0.0001, -0.0004, 0.0001
O, 8.3215, 1.9506, 20.5553, 0.0002, -0.0003, 0.0001
O, 1.9512, 4.3108, 18.4062, 0.0001, -0.0003, 0.0001
O, 6.9223, 2.861, 10.6771, -0.0005, -0.0002, 0
O, 4.8191, 2.7642, 12.2287, 0.0001, -0.0008, -0.0001
O, 5.9953, 4.4033, 16.356, 0.0002, -0.0005, 0.0002
O, 4.533, 3.9761, 9.9418, 0.0004, -0.0003, 0.0001
O, 10.6678, 2.7793, 21.5643, 0, -0.0005, -0.0001
O, 9.6744, 6.1979, 15.0027, 0.0002, -0.0006, 0.0001
O, 5.9759, 6.4981, 19.8404, 0, -0.0005, 0.0002
O, 4.0456, 0.1853, 18.2872, 0.0001, -0.0005, 0.0001
O, 9.2174, 10.5877, 12.2774, 0.0001, -0.0005, 0
O, 2.8002, 4.4047, 12.7274, 0.0002, -0.0006, -0.0001
O, 1.8933, 10.7148, 21.2093, 0, -0.0004, 0
O, 3.963, 2.738, 19.3808, 0, -0.0003, 0.0002
O, 0.6881, 10.068, 15.9615, 0.0001, -0.0004, 0.0001
O, 1.246, 9.8151, 18.8381, 0.0001, -0.0005, 0.0001
O, 1.6824, 1.6759, 19.2734, 0.0001, -0.0003, 0.0002
O, 8.9057, 10.4275, 16.5091, 0.0002, -0.0005, 0.0001
O, 4.8368, 8.5943, 18.7906, 0.0001, -0.0005, 0.0001
O, 9.4844, 8.7655, 10.4989, 0.0007, -0.0002, -0.0002
O, 6.7161, 4.0965, 18.8638, 0.0001, -0.0005, 0
O, 2.7988, 1.76, 13.4022, 0.0003, -0.0006, -0.0001
O, 5.7971, 8.7814, 21.2661, 0, -0.0005, 0
O, 2.4976, 2.525, 10.8653, -0.0003, -0.0007, 0.0001
O, 7.5962, 4.8649, 21.1709, 0.0001, -0.0003, 0
O, 5.1289, 7.528, 12.6299, 0.0001, -0.0004, -0.0002
O, 0.3934, 9.0996, 12.4626, 0.0002, -0.0003, -0.0001
O, 7.5429, 1.0998, 13.5828, 0.0001, -0.0005, 0.0001
O, 7.0763, 9.6793, 14.7569, 0.0001, -0.0006, 0
O, 8.9336, 5.0664, 12.736, 0.0001, -0.0008, 0
O, 8.0654, 8.0684, 16.9135, 0.0001, -0.0004, 0.0002
O, 6.1924, 2.5871, 21.9034, 0.0001, -0.0005, 0.0001
O, 2.4066, 9.0988, 14.1028, 0.0001, -0.0004, 0
O, 0.3749, 4.5304, 11.8716, 0.0003, -0.0007, -0.0001
O, 0.7861, 8.3318, 20.9414, 0, -0.0005, 0.0001
O, 9.3255, 3.9179, 10.3633, 0.0007, 0, 0.0003
O, 9.6113, 2.4221, 12.5235, 0.0003, -0.0005, 0.0001
O, 7.5853, 8.5773, 19.3943, 0.0002, -0.0004, 0.0002
O, 2.5108, 8.1494, 11.3719, 0, -0.0003, -0.0001
O, 3.9247, 3.086, 15.3937, 0, -0.0005, 0.0001
O, 0.7688, 4.5123, 14.4483, 0.0002, -0.0007, 0
O, 10.0235, 3.0119, 18.97, 0.0002, -0.0005, 0.0001
O, 9.1177, 7.8438, 12.9822, 0.0003, -0.0003, -0.0002
O, 10.4881, 0.5464, 20.0837, 0.0001, -0.0005, 0.0002
O, 5.9759, 5.104, 11.9559, 0.0003, -0.0005, -0.0002
O, 8.1246, 2.758, 17.0224, 0.0001, -0.0005, 0.0001
O, 3.5072, 5.502, 16.7553, 0.0001, -0.0006, 0.0001
O, 4.6246, 9.1525, 10.4292, 0.0001, -0.0001, -0.0001
O, 1.4603, 6.71, 13.2096, 0.0002, -0.0004, 0
O, 4.7179, 5.5136, 14.372, -0.0001, -0.0007, 0.0002
O, 2.0217, 3.8645, 20.9229, 0.0002, -0.0003, -0.0001
O, 10.5262, 1.4428, 16.9486, 0, -0.0003, 0.0003
O, 0.9208, 6.0959, 16.5602, 0.0003, -0.0005, 0.0003
O, 7.3104, 10.9588, 21.9338, 0.0001, -0.0003, 0
O, 5.8995, 0.9253, 19.9218, 0, -0.0005, 0.0001
O, 6.0158, 10.0707, 12.4311, 0.0001, -0.0003, 0
O, 2.7998, 0.5727, 15.5944, 0.0001, -0.0005, 0.0001
O, 6.9936, 7.9931, 10.8869, 0.0001, -0.0005, 0
O, 10.2108, 8.0319, 18.6976, 0.0002, -0.0005, 0.0002
O, 3.4089, 9.2248, 16.5716, 0.0002, -0.0005, 0.0001

Results
free energy: -145949.125 eV
free energy less fixed offsets of As -4856.12, O -568.88, Si -635.61 eV per atom: 0.595 eV

The program warned: the cutoff lies below the one the program advises for these potential files; the forces do not sum to zero within the program's tolerance; the exchange-correlation potential is rough where the density is thin.
